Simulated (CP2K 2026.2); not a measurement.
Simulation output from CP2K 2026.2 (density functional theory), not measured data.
Periodic cell of 654 atoms, Si398O256, from a study of silicon, its oxide and their interface. The atomic structure is a simulated model.
Doubt: the forces sum to 2.79 eV/angstrom along one axis rather than to zero, so they err by at least 0.0043 eV/angstrom per atom on average; the grid cutoff is modest.

Settings: functional PBE; method Gaussian and plane waves; basis set DZVP-MOLOPT-SR-GTH; pseudopotentials GTH-PBE; grid cutoff 350 Ry, relative cutoff 50 Ry; k points Gamma only; occupations fixed; spin none; net charge 0.

Cell vectors (angstrom)
a	16.4025	0	0
b	0	16.4025	0
c	0	0	42.3599

Atoms: element, x, y, z (angstrom)
Si	0.146	0.227	0.414
Si	2.361	3.231	0.303
Si	16.376	5.21	0.025
Si	2.824	8.358	0.041
Si	16.164	11.048	0.063
Si	3.191	13.19	42.205
Si	5.656	16.203	0.37
Si	8.339	2.061	41.998
Si	4.972	5.995	41.986
Si	7.69	8.875	42.233
Si	5.393	10.977	0.293
Si	7.744	13.932	0.393
Si	10.441	16.104	42.237
Si	13.89	2.059	42.295
Si	11.511	5.335	41.688
Si	13.171	8.898	0.057
Si	10.916	11.231	0.495
Si	13.987	13.395	42.189
Si	1.439	1.574	1.718
Si	4.071	4.425	1.314
Si	1.191	6.947	1.199
Si	4.034	9.599	1.592
Si	1.477	12.209	1.258
Si	3.987	14.952	1.382
Si	6.893	1.409	1.468
Si	9.663	3.985	0.655
Si	6.771	6.953	1.004
Si	9.303	9.799	1.403
Si	6.685	12.315	1.679
Si	9.382	15.046	1.659
Si	12.157	1.035	1.151
Si	14.839	3.979	1.304
Si	12.17	6.933	1.027
Si	14.927	9.651	1.442
Si	12.416	12.576	1.56
Si	15.151	14.934	1.293
Si	16.278	2.837	2.848
Si	2.764	0.015	2.798
Si	16.284	8.199	2.688
Si	2.622	5.65	2.694
Si	0.101	13.616	2.704
Si	2.649	10.942	2.85
Si	5.451	2.904	2.606
Si	8.121	0.093	2.942
Si	5.486	8.163	2.705
Si	8.246	5.433	2.255
Si	5.318	13.72	2.905
Si	8.11	11.012	2.949
Si	10.872	2.692	2.403
Si	13.642	16.277	2.629
Si	10.763	8.237	2.511
Si	13.526	5.524	2.52
Si	10.913	13.774	2.881
Si	13.652	11.038	2.832
Si	1.312	4.22	4.109
Si	4.141	1.468	4.044
Si	1.263	9.534	4.116
Si	4.071	6.883	4.107
Si	1.359	15.051	4.119
Si	4.008	12.29	4.235
Si	6.898	4.226	3.903
Si	9.608	1.488	4.067
Si	6.771	9.537	4.162
Si	9.479	6.777	3.874
Si	6.746	15.082	4.236
Si	9.555	12.361	4.201
Si	12.203	4.086	3.876
Si	14.929	1.334	4.065
Si	12.191	9.57	4.014
Si	14.922	6.809	4.005
Si	12.317	15.097	4.184
Si	15.098	12.334	4.162
Si	16.379	0.021	10.933
Si	2.713	2.757	10.91
Si	16.391	5.473	10.897
Si	2.743	8.211	10.907
Si	0.004	10.948	10.924
Si	2.736	13.689	10.921
Si	5.464	0.019	10.912
Si	8.207	2.754	10.925
Si	5.474	5.49	10.928
Si	8.229	8.219	10.933
Si	5.495	10.947	10.921
Si	8.215	13.682	10.888
Si	10.937	0.017	10.907
Si	13.656	2.75	10.917
Si	10.935	5.483	10.939
Si	13.669	8.203	10.91
Si	10.948	10.946	10.909
Si	13.658	13.683	10.916
Si	1.357	1.381	12.289
Si	4.093	4.115	12.272
Si	1.372	6.842	12.256
Si	4.125	9.575	12.274
Si	1.384	12.311	12.285
Si	4.115	15.037	12.285
Si	6.853	1.364	12.276
Si	9.577	4.104	12.302
Si	6.864	6.849	12.292
Si	9.608	9.585	12.302
Si	6.879	12.314	12.282
Si	9.585	15.032	12.265
Si	12.309	1.36	12.29
Si	15.035	4.105	12.279
Si	12.315	6.85	12.293
Si	15.051	9.567	12.271
Si	12.314	12.309	12.289
Si	15.016	15.041	12.297
Si	16.379	2.729	13.664
Si	2.726	16.393	13.633
Si	0.045	8.226	13.632
Si	2.723	5.48	13.635
Si	16.393	13.658	13.639
Si	2.78	10.956	13.644
Si	5.482	2.746	13.61
Si	8.216	16.376	13.639
Si	5.512	8.232	13.648
Si	8.231	5.487	13.668
Si	5.503	13.671	13.646
Si	8.274	10.98	13.669
Si	10.936	2.712	13.655
Si	13.652	16.394	13.69
Si	10.99	8.231	13.682
Si	13.691	5.485	13.646
Si	10.958	13.69	13.655
Si	13.695	10.93	13.64
Si	1.337	4.126	15.004
Si	4.139	1.348	14.945
Si	1.42	9.592	15.008
Si	4.134	6.838	14.973
Si	1.339	15.029	15
Si	4.173	12.292	15.029
Si	6.842	4.101	14.991
Si	9.577	1.318	15.018
Si	6.898	9.613	15.01
Si	9.625	6.847	15.031
Si	6.883	15.005	15.031
Si	9.662	12.321	15.067
Si	12.326	4.087	14.98
Si	15.025	1.35	15.063
Si	12.383	9.583	15.063
Si	15.078	6.869	14.986
Si	12.29	15.026	15.081
Si	15.064	12.264	15.015
Si	16.364	16.336	16.43
Si	2.736	2.698	16.255
Si	16.387	5.518	16.389
Si	2.862	8.272	16.341
Si	0.044	10.923	16.411
Si	2.725	13.645	16.315
Si	5.495	16.402	16.338
Si	8.181	2.686	16.331
Si	5.459	5.448	16.355
Si	8.278	8.258	16.365
Si	5.612	10.984	16.438
Si	8.275	13.663	16.442
Si	10.915	16.396	16.484
Si	13.643	2.743	16.409
Si	11.008	5.456	16.354
Si	13.808	8.241	16.42
Si	11.087	10.991	16.454
Si	13.66	13.578	16.381
Si	1.426	1.339	17.661
Si	4.039	4.024	17.683
Si	1.437	6.939	17.626
Si	4.262	9.601	17.776
Si	1.422	12.292	17.76
Si	4.081	15.027	17.63
Si	6.827	1.353	17.76
Si	9.622	4.018	17.616
Si	6.861	6.881	17.671
Si	9.698	9.61	17.761
Si	7.006	12.309	17.892
Si	9.557	15.011	17.905
Si	12.285	1.408	17.842
Si	14.972	4.159	17.77
Si	12.444	6.806	17.689
Si	15.192	9.558	17.902
Si	12.478	12.267	17.96
Si	14.947	14.896	17.796
Si	0.061	2.76	18.913
Si	2.697	16.28	19.057
Si	0.335	8.263	19.209
Si	2.688	5.508	18.912
Si	16.338	13.503	19.158
Si	2.901	10.981	19.083
Si	5.306	2.606	19.088
Si	8.181	0.099	19.283
Si	5.638	8.247	19.203
Si	8.25	5.399	18.822
Si	5.532	13.824	18.983
Si	8.515	10.934	19.36
Si	10.874	2.823	19.209
Si	13.568	16.296	19.133
Si	11.088	8.152	18.971
Si	13.675	5.583	19.278
Si	11.034	13.642	19.274
Si	13.886	10.796	19.484
Si	1.103	4.428	20.273
Si	4.086	1.021	20.544
Si	1.672	9.792	20.693
Si	4.301	6.564	20.214
Si	0.998	15.167	20.388
Si	4.347	12.37	20.333
Si	6.6	4.295	20.026
Si	9.723	1.351	20.709
Si	7.572	9.067	20.545
Si	9.644	6.743	20.127
Si	6.491	15.361	20.483
Si	10.411	11.872	20.82
Si	11.808	4.558	20.577
Si	15.315	1.091	20.05
Si	12.31	9.312	20.628
Si	15.471	6.75	20.492
Si	11.898	15.379	20.666
Si	15.647	11.886	20.878
Si	2.565	13.869	22.623
Si	4.282	13.678	26.561
Si	1.956	2.491	22.499
Si	4.475	6.479	23.295
Si	2.728	11.735	24.964
Si	8.737	2.348	23.656
Si	6.306	10.989	22.362
Si	3.73	9.462	23.256
Si	11.752	13.56	23.163
Si	15.188	1.999	22.783
Si	12.354	4.525	26.183
Si	13.798	7.458	22.748
Si	14.771	13.027	23.832
Si	2.514	14.884	28.848
Si	6.322	0.595	27.585
Si	3.871	3.811	24.345
Si	1.54	1.213	28.26
Si	2.342	8.279	28.922
Si	4.595	15.187	24.086
Si	7.193	16.168	24.778
Si	6.49	4.267	23.038
Si	5.268	8.463	29.958
Si	6.949	13.765	23.154
Si	9.668	11.355	27.427
Si	12.905	8.04	28.499
Si	14.623	7.875	25.77
Si	12.393	11.667	27.214
Si	15.613	1.999	26.574
Si	5.135	15.422	30.01
Si	1.064	4.238	31.929
Si	1.382	10.791	27.551
Si	15.223	10.808	26.12
Si	0.602	5.824	29.409
Si	7.695	12.303	30.761
Si	10.138	2.657	26.282
Si	14.929	16.093	24.765
Si	15.34	4.993	26.81
Si	12.765	5.592	30.064
Si	12.687	9.85	31.039
Si	0.998	1.303	31.044
Si	4.052	2.388	27.095
Si	10.861	6.124	28.047
Si	14.77	16.151	29.988
Si	6.19	3.237	28.78
Si	6.163	13.073	28.631
Si	9.723	0.361	30.731
Si	10.472	16.316	27.689
Si	13.258	4.357	23.143
Si	10.569	13.678	25.968
Si	4.763	12.24	32.112
Si	2.639	4.869	34.545
Si	8.565	4.474	28.31
Si	12.605	0.941	31.584
Si	6.062	7.501	32.715
Si	4.924	15.125	33.067
Si	8.034	5.032	33.28
Si	8.416	8.229	36.729
Si	10.167	13.881	31.775
Si	2.172	12.304	30.214
Si	11.365	12.172	29.79
Si	8.018	2.943	30.871
Si	13.595	0.153	27.313
Si	15.069	5.844	31.538
Si	4.047	9.521	32.431
Si	5.982	1.21	40.106
Si	14.231	4.939	40.241
Si	3.972	10.184	36.95
Si	15.969	15.649	34.652
Si	6.242	14.874	35.769
Si	9.22	15.326	36.004
Si	4.998	5.617	36.22
Si	10.406	10.363	36.017
Si	11.684	14.74	37.073
Si	15.401	1.514	36.744
Si	14.957	8.872	35.587
Si	14.879	12.922	34.371
Si	7.176	10.354	28.775
Si	14.048	15.031	32.485
Si	10.503	3.971	36.934
Si	6.112	12.502	37.486
Si	2.153	7.796	38.258
Si	15.07	10.324	32.904
Si	2.268	0.292	33.684
Si	1.291	2.538	35.409
Si	10.895	5.325	34.02
Si	12.685	2.989	33.751
Si	10.647	13.173	34.703
Si	15.225	3.943	35.175
Si	11.3	1.086	35.96
Si	0.594	6.588	35.734
Si	13.198	12.8	39.217
Si	12.533	7.144	32.451
Si	3.39	2.581	39.841
Si	5.286	15.265	38.393
Si	1.328	9.864	40.089
Si	5.881	8.562	35.378
Si	2.489	14.474	39.319
Si	1.258	9.877	31.523
Si	7.923	5.088	36.261
Si	3.761	5.484	39.167
Si	9.292	9.075	39.651
Si	12.55	8.417	37.084
Si	9.035	11.742	38.488
Si	9.831	13.407	40.787
Si	14.811	2.033	39.534
Si	1.171	0.529	39.963
Si	11.906	5.965	38.804
Si	12.427	9.785	39.724
Si	15.151	11.649	36.993
Si	1.751	11.949	37.777
O	1.21	15.503	39.15
O	1.222	0.018	41.525
O	3.247	2.565	41.459
O	4.933	2.255	39.401
O	1.173	4.144	41.896
O	11.431	4.551	38.14
O	2.506	9.352	41.106
O	3.956	7.278	41.92
O	0.048	10.229	41.01
O	1.756	11.169	39.214
O	2.543	13.759	40.792
O	4.424	13.582	32.971
O	5.154	0.571	41.36
O	6.693	15.053	42.142
O	7.313	2.022	40.648
O	1.807	0.428	32.139
O	4.669	9.65	35.569
O	4.927	5.496	40.351
O	10.126	11.144	37.424
O	8.53	8.353	40.895
O	6.459	9.971	41.787
O	4.414	12.077	41.796
O	9.721	13.03	39.205
O	8.294	13.376	41.306
O	9.447	0.867	41.592
O	13.533	13.649	40.59
O	15.483	5.666	41.022
O	13.635	1.786	40.639
O	11.076	6.089	40.238
O	10.906	9.186	39.869
O	11.685	7.158	37.695
O	13.429	8.998	40.778
O	8.689	10.59	39.587
O	11.969	10.037	0.069
O	15.112	12.218	41.952
O	10.573	14.862	41.09
O	3.01	1.461	21.757
O	1.935	3.813	21.551
O	5.306	16.394	21.123
O	3.279	15.263	23.146
O	4.282	8.016	23.835
O	0.505	10.847	21.273
O	3.821	6.572	21.806
O	5.541	5.5	20.318
O	1.252	14.436	21.864
O	3.456	13.059	21.533
O	5.676	11.586	20.972
O	7.083	3.951	21.564
O	10.822	0.169	21.114
O	9.225	2.11	22.108
O	5.02	10.456	23.192
O	7.223	9.687	22.04
O	10.628	5.707	21.04
O	8.598	7.776	20.951
O	5.683	16.402	24.129
O	7.208	14.478	21.704
O	11.167	10.419	21.094
O	7.225	12.151	23.099
O	12.276	3.769	21.974
O	14.566	3.392	23.376
O	14.633	1.975	21.262
O	16.351	16.397	20.778
O	12.685	8.421	21.999
O	13.573	5.854	22.588
O	16.397	5.445	20.996
O	15.172	7.66	21.872
O	13.125	12.907	23.791
O	12.305	14.73	22.146
O	15.249	12.629	22.31
O	15.395	11.944	24.926
O	4.086	14.966	25.606
O	2.223	12.828	23.847
O	6.185	16.156	28.986
O	3.165	13.904	27.713
O	2.565	2.941	23.946
O	0.429	1.976	22.791
O	3.627	5.436	24.25
O	4.281	3.411	25.858
O	15.501	9.262	25.594
O	2.828	10.218	24.384
O	8.098	0.933	24.149
O	6.036	5.855	23.298
O	11.485	10.938	30.856
O	3.945	7.913	29.138
O	2.801	9.348	21.884
O	10.738	12.591	22.304
O	15.298	14.567	24.235
O	14.561	0.645	23.483
O	12.559	4.526	24.584
O	7.691	3.602	23.931
O	13.831	7.779	24.341
O	15.474	6.456	26.007
O	10.801	14.089	24.401
O	16.137	10.911	27.495
O	3.612	15.836	29.618
O	1.531	15.972	28.124
O	6.994	2.021	27.988
O	9.977	2.679	24.655
O	4.606	3.184	28.42
O	2.502	1.98	27.196
O	5.105	3.431	23.328
O	14.006	4.783	30.783
O	16.17	5.067	28.211
O	1.996	9.26	27.633
O	4.083	12.3	25.705
O	5.153	13.831	29.657
O	5.819	13.679	27.151
O	7.172	16.235	26.418
O	7.726	14.673	24.299
O	4.48	8.007	32.963
O	4.869	0.98	26.937
O	6.393	8.935	28.862
O	4.604	9.637	30.882
O	5.364	13.846	23.549
O	12.006	13.066	26.463
O	9.893	1.157	26.83
O	10.128	14.968	26.848
O	13.732	4.773	27.014
O	11.653	5.01	29.019
O	13.074	9.296	29.527
O	15.815	3.568	26.065
O	13.679	10.963	26.588
O	12.651	12.098	28.778
O	14.061	1.71	27.034
O	16.006	0.729	25.548
O	0.079	1.807	27.923
O	10.013	12.06	28.87
O	5.439	15.674	31.598
O	16.144	5.061	32.493
O	1.617	6.846	28.667
O	11.859	6.235	31.265
O	12.191	8.69	32.083
O	15.968	6.616	30.404
O	1.623	8.978	30.214
O	7.918	4.411	34.779
O	1.429	4.811	30.421
O	6.147	7.576	31.059
O	5.976	11.454	28.472
O	8.927	3.662	29.697
O	9.094	3.679	26.991
O	13.715	15.821	25.841
O	9.431	12.506	26.263
O	13.573	6.753	29.234
O	6.925	4.614	28.261
O	11.666	3.112	26.612
O	11.309	5.746	26.517
O	13.625	8.155	27.042
O	11.107	10.62	27.049
O	14.623	15.831	28.387
O	16.178	0.417	30.441
O	0.001	3.016	34.488
O	0.575	2.699	31.746
O	1.659	11.573	26.154
O	12.683	15.938	32.446
O	2.315	4.36	33.007
O	6.685	8.512	33.919
O	1.815	6.277	34.691
O	6.766	6.048	33.01
O	9.261	5.953	28.295
O	7.606	13.259	29.387
O	8.496	1.39	31.052
O	12.083	0.044	27.855
O	6.444	3.002	30.375
O	9.766	16.313	29.155
O	1.795	13.883	29.938
O	11.304	7.674	28.335
O	7.849	10.751	30.227
O	8.345	10.407	27.607
O	15.855	14.067	34.992
O	15.242	0.211	35.764
O	5.784	13.696	38.573
O	2.078	3.906	35.769
O	16.278	7.976	35.302
O	14.448	9.492	34.168
O	11.076	1.185	31.122
O	15.621	11.752	33.505
O	14.721	2.97	36.399
O	4.653	10.907	33.074
O	2.109	11.576	28.76
O	6.106	15.229	34.191
O	7.648	15.543	36.294
O	12.18	16.309	36.758
O	9.49	5.79	33.313
O	6.909	8.852	36.619
O	8.394	6.671	36.226
O	6.314	12.364	31.618
O	2.439	9.59	32.604
O	3.619	12.151	30.941
O	10.069	14.949	37.367
O	9.261	13.987	35.047
O	8.917	12.825	31.673
O	8.084	3.786	32.251
O	9.609	15.411	31.649
O	5.264	7.097	35.646
O	14.167	6.894	32.418
O	1.951	1.655	29.769
O	11.25	13.593	30.575
O	10.948	13.525	33.153
O	4.229	4.929	34.934
O	4.169	5.671	37.601
O	12.992	4.578	41.324
O	3.369	8.841	37.744
O	1.343	6.886	37.164
O	16.272	9.455	32.238
O	2.767	6.767	39.38
O	0.293	12.158	37.105
O	14.535	14.814	30.927
O	3.721	16.013	33.682
O	1.113	11.474	31.145
O	2.349	1.698	34.508
O	5.135	15.565	36.778
O	11.757	9.462	36.107
O	8.95	8.272	38.265
O	13.809	7.88	36.205
O	10.823	4.869	35.595
O	6.089	13.24	36.006
O	11.794	13.819	35.697
O	14.621	1.193	38.142
O	15.27	1.198	0.111
O	11.889	6.627	33.864
O	14.837	3.666	39.403
O	13.828	13.655	33.342
O	11.461	3.969	33.297
O	9.266	9.225	35.741
O	14.281	12.247	35.734
O	13.577	0.824	30.287
O	15.208	15.923	33.238
O	16.27	1.48	39.974
O	2.376	1.421	39.329
O	3.84	15.361	39.12
O	0.65	1.795	36.735
O	2.988	4.043	39.243
O	13.51	5.927	39.155
O	2.401	13.405	38.094
O	2.671	11.144	36.684
O	5.097	11.204	37.653
O	1.004	8.677	39.022
O	6.38	4.922	36.73
O	6.297	16.378	39.055
O	8.91	4.234	37.243
O	10.522	11.539	34.883
O	1.164	15.855	34.529
O	7.654	12.054	37.703
O	12.41	11.431	39.692
O	10.562	12.178	41.563
O	10.781	2.357	36.872
O	9.97	0.268	35.383
O	13.884	4.013	34.246
O	12.218	1.819	34.817
O	13.178	2.189	32.439
O	15.857	5.372	35.701
O	13.08	9.309	38.317
O	14.463	12.187	38.371
O	12.448	13.925	38.257
O	15.257	10.04	36.698
O	13.957	10.585	31.746
Si	16.356	0.023	5.444
Si	2.719	2.798	5.409
Si	16.315	5.53	5.451
Si	2.697	8.229	5.477
Si	16.384	10.92	5.524
Si	2.676	13.705	5.549
Si	5.417	0.108	5.517
Si	8.191	2.845	5.381
Si	5.492	5.487	5.386
Si	8.2	8.14	5.397
Si	5.424	10.917	5.523
Si	8.164	13.709	5.528
Si	10.925	0.092	5.469
Si	13.569	2.766	5.364
Si	10.869	5.458	5.309
Si	13.589	8.205	5.382
Si	10.916	10.929	5.475
Si	13.693	13.696	5.496
Si	1.344	1.413	6.78
Si	4.113	4.133	6.782
Si	1.322	6.857	6.819
Si	4.063	9.562	6.873
Si	1.338	12.302	6.887
Si	4.067	15.096	6.862
Si	6.85	1.464	6.806
Si	9.553	4.154	6.786
Si	6.832	6.827	6.802
Si	9.545	9.529	6.795
Si	6.809	12.303	6.858
Si	9.562	15.101	6.831
Si	12.285	1.432	6.829
Si	14.962	4.11	6.765
Si	12.237	6.814	6.734
Si	14.97	9.543	6.81
Si	12.304	12.306	6.823
Si	15.034	15.068	6.858
Si	16.362	2.766	8.144
Si	2.691	0.056	8.198
Si	16.364	8.211	8.188
Si	2.727	5.487	8.157
Si	16.384	13.691	8.225
Si	2.723	10.945	8.231
Si	5.464	2.783	8.187
Si	8.192	0.066	8.182
Si	5.473	8.195	8.187
Si	8.199	5.49	8.189
Si	5.45	13.701	8.199
Si	8.202	10.918	8.177
Si	10.909	2.788	8.178
Si	13.653	0.046	8.187
Si	10.926	8.184	8.161
Si	13.616	5.478	8.144
Si	10.933	13.695	8.167
Si	13.655	10.935	8.193
Si	1.351	4.114	9.517
Si	4.094	1.401	9.549
Si	1.347	9.568	9.56
Si	4.102	6.835	9.545
Si	1.354	15.065	9.573
Si	4.107	12.318	9.571
Si	6.838	4.126	9.563
Si	9.572	1.404	9.553
Si	6.846	9.562	9.557
Si	9.573	6.842	9.559
Si	6.837	15.07	9.54
Si	9.577	12.304	9.527
Si	12.284	4.125	9.555
Si	15.029	1.396	9.549
Si	12.291	9.558	9.54
Si	15.003	6.825	9.529
Si	12.3	15.055	9.541
Si	15.023	12.304	9.565

Results
total energy: -154796.215 eV
total energy less fixed offsets of O -438.35, Si -107.03 eV per atom: 19.325 eV

Forces (eV/angstrom) on atoms 365 to 646 of the 654, counted in the order above; the others are left out for length: element, x, y, z
O	-0.089	0.112	-0.554
O	-0.156	0.089	-0.179
O	-0.142	0.36	-0.211
O	-0.038	0.081	-0.175
O	0.058	0.185	-0.585
O	-0.001	-0.168	-0.439
O	0.167	0.035	0.057
O	0.06	0.036	-0.138
O	-0.038	-0.003	0.016
O	0.214	-0.315	-0.403
O	0.275	-0.082	-0.46
O	0.097	0.153	-0.241
O	0.3	0.099	0.181
O	0.096	-0.073	0.217
O	0.217	-0.14	-0.483
O	-0.089	0.389	-0.373
O	-0.063	-0.027	-0.117
O	-0.11	-0.009	-0.032
O	0.109	0.415	-0.102
O	0.21	-0.288	0.051
O	0.134	-0.164	-0.075
O	-0.01	0.32	0.244
O	-0.383	-0.108	0.11
O	-0.127	0.047	-0.478
O	-0.029	0.055	-0.199
O	0.106	0.065	0.002
O	0.081	0.326	-0.385
O	0.206	0.242	-0.058
O	-0.031	-0.162	0.22
O	0.051	-0.004	-0.061
O	0.1	-0.005	-0.16
O	-0.139	0.078	-0.156
O	0.195	-0.098	-0.19
O	-0.09	-0.014	-0.367
O	-0.038	-0.137	0.183
O	-0.144	0.233	0.145
O	-0.197	-0.301	-0.207
O	0.126	-0.251	-0.208
O	-0.148	0.08	0.001
O	-0.128	0.119	0.17
O	-0.04	-0.112	-0.046
O	-0.131	0.053	-0.267
O	0.184	-0.038	0.238
O	0.176	0.105	-0.111
O	-0.156	-0.046	0.23
O	-0.027	0.071	-0.194
O	-0.153	-0.089	-0.246
O	-0.184	-0.284	-0.043
O	-0.04	-0.099	0.087
O	-0.141	0.115	-0.153
O	-0.054	0.11	-0.014
O	0.088	-0.223	-0.177
O	-0.054	-0.128	0.02
O	-0.109	0.042	0.21
O	-0.081	0.048	-0.115
O	0.061	0.145	0.252
O	-0.138	-0.004	0.246
O	0.057	-0.016	0.365
O	0.198	0.289	-0.122
O	0.274	-0.112	-0.073
O	0.221	-0.198	0.209
O	-0.226	-0.206	-0.123
O	0.011	-0.312	-0.265
O	0.087	0.089	0.291
O	-0.027	-0.218	0.289
O	-0.061	-0.224	0.055
O	0.248	-0.009	-0.232
O	-0.307	0	0.105
O	-0.052	-0.127	0.346
O	0.057	-0.11	-0.028
O	-0.023	-0.099	-0.197
O	-0.196	0.118	-0.089
O	-0.018	-0.154	-0.162
O	0.137	-0.03	-0.067
O	0.135	0.367	0.036
O	0.22	-0.232	0.169
O	0.192	0.096	0.198
O	0.058	0.046	-0.018
O	-0.053	-0.097	-0.103
O	0.088	0.159	-0.043
O	-0.074	0.128	0.163
O	0.011	0.198	0.069
O	-0.138	0.072	-0.242
O	-0.158	-0.326	-0.206
O	-0.108	0.145	0.08
O	0.06	0.044	-0.106
O	-0.051	0.121	0.096
O	0.07	-0.154	0.141
O	-0.328	-0.134	0.091
O	0.26	0.026	-0.061
O	0.008	-0.229	-0.223
O	0.148	-0.24	0.144
O	0.088	0.032	-0.159
O	0.04	0.111	0.14
O	0.027	0.04	0.064
O	-0.058	-0.071	-0.112
O	0.16	-0.031	-0.204
O	0.237	-0.203	0.141
O	0.141	0.163	0.009
O	0.002	-0.117	0.267
O	0.147	0.034	0.088
O	-0.178	0.039	0.151
O	-0.038	-0.21	0.201
O	-0.182	-0.123	0.117
O	0.268	-0.092	-0.212
O	-0.002	-0.077	-0.204
O	0.07	-0.037	0.163
O	-0.098	-0.01	-0.013
O	-0.137	-0.011	0.024
O	-0.04	-0.109	0.1
O	-0.001	-0.249	0.283
O	-0.043	0.122	0.123
O	0.078	-0.249	-0.049
O	0.019	0.022	0.243
O	-0.168	0.071	-0.029
O	-0.084	-0.031	0.12
O	-0.127	-0.14	-0.232
O	-0.093	0.005	-0.211
O	-0.031	-0.012	-0.242
O	-0.26	0.21	-0.17
O	-0.055	0.098	0.165
O	-0.054	-0.267	0.106
O	-0.216	-0.173	0.197
O	0.037	0.039	0.329
O	-0.13	-0.114	-0.027
O	-0.335	-0.012	0.049
O	-0.062	0.061	-0.039
O	-0.298	0.123	-0.053
O	0.177	0.045	0.129
O	0.116	0.125	0.179
O	0.089	-0.018	-0.006
O	-0.171	-0.046	-0.099
O	0.24	-0.023	0.016
O	-0.091	0.131	-0.123
O	0.118	-0.016	-0.194
O	-0.303	-0.109	-0.44
O	0.091	0.254	0.239
O	0.182	0.02	-0.014
O	-0.211	0.028	-0.03
O	-0.057	0.082	0.06
O	0.336	-0.008	0.19
O	0.056	-0.04	-0.251
O	0.085	0.131	-0.253
O	0.147	0.111	-0.016
O	-0.006	0.241	-0.155
O	0.083	0.163	0.008
O	-0.1	-0.103	-0.134
O	0.074	0.238	-0.165
O	0.049	-0.091	0.014
O	-0.022	-0.17	0.057
O	0.158	0.012	-0.18
O	-0.172	0.08	-0.212
O	-0.169	-0.208	0.183
O	0.11	-0.196	0.027
O	-0.105	-0.006	0.171
O	0.084	-0.111	-0.04
O	0.202	0.17	-0.162
O	0.197	-0.077	0.02
O	0.166	0.025	-0.08
O	0.021	-0.191	-0.114
O	0.003	0.137	-0.107
O	0.096	-0.164	-0.042
O	-0.252	-0.022	-0.206
O	-0.044	-0.124	0.179
O	0.209	0.088	-0.036
O	0.032	0.017	-0.219
O	-0.195	-0.112	-0.098
O	-0.073	-0.043	-0.124
O	-0.09	-0.102	-0.044
O	0.008	0.025	0.145
O	-0.074	-0.158	0.129
O	0.093	0.149	-0.157
O	-0.044	-0.214	0.044
O	0.195	0.16	-0.149
O	0.309	0.024	0.313
O	0.1	-0.18	-0.232
O	0.219	0.117	-0.199
O	-0.257	0.075	-0.224
O	0.039	0.105	-0.077
O	-0.258	0.07	-0.24
O	0.006	0.088	-0.4
O	-0.078	0.126	0.105
O	0.139	0.164	0.159
O	0.074	0.228	0.119
O	-0.156	-0.086	-0.367
O	-0.092	-0.086	-0.081
O	-0.296	-0.162	-0.072
O	0.007	0.29	-0.176
O	-0.041	-0.042	-0.088
O	0.01	0.043	-0.097
O	0.026	0.046	0.072
O	-0.021	0.361	-0.113
O	0.112	-0.023	-0.286
O	-0.025	-0.074	0.249
O	0.05	-0.036	0.161
O	-0.063	0.136	0.256
O	-0.158	-0.038	0.072
O	0.168	-0.112	0.21
O	-0.014	0.06	-0.097
O	0.118	0.032	-0.11
O	0.167	0.221	0.209
O	-0.197	0.072	0.031
O	-0.132	0.005	-0.404
O	0.16	0.038	-0.088
O	0.4	-0.177	-0.214
O	-0.435	0.105	0.348
O	0.145	0.014	-0.116
O	-0.166	0.155	0.232
O	0.227	-0.068	-0.049
O	-0.057	0.104	-0.247
O	0.074	-0.155	-0.057
O	0.005	0.139	-0.059
O	0.019	-0.055	0.034
O	-0.135	0.211	-0.115
O	-0.117	0.182	0.19
O	0.164	0.002	0.193
O	0.137	0.007	0.099
O	-0.071	0.212	0.167
Si	-0.065	-0.057	-0.026
Si	-0.088	0.004	-0.032
Si	0.085	0.025	0.018
Si	0.072	0.001	-0.025
Si	-0.052	0.035	0
Si	0.042	-0.079	-0.02
Si	0.079	0.057	0.056
Si	0.052	-0.006	-0.017
Si	-0.044	0.071	-0.042
Si	-0.071	-0.009	-0.02
Si	-0.069	-0.029	0.035
Si	0.028	0.095	0.069
Si	0.146	0.062	0.038
Si	0.028	-0.077	-0.071
Si	-0.041	-0.055	-0.079
Si	-0.02	0.011	-0.017
Si	-0.049	-0.035	0.02
Si	-0.013	-0.003	-0.009
Si	0.015	-0.013	-0.028
Si	0.064	-0.087	-0.037
Si	-0.047	0.022	0.023
Si	-0.05	0.092	0.027
Si	0.012	0.029	0.019
Si	-0.051	0.035	-0.004
Si	-0.039	-0.087	-0.024
Si	-0.048	0.032	-0.016
Si	-0.018	0.044	0.017
Si	0.063	0.029	-0.009
Si	0.041	-0.027	-0.014
Si	-0.073	-0.014	-0.021
Si	-0.094	0.045	0.059
Si	0.025	-0.002	-0.019
Si	0.06	0.035	-0.022
Si	0.011	0.047	-0.023
Si	0.056	-0.046	-0.02
Si	0.014	0.033	0.015
Si	0.001	-0.03	-0.013
Si	0.005	-0.04	0.022
Si	0.055	0.004	0.012
Si	-0.012	0.009	-0.025
Si	-0.038	-0.047	0.013
Si	0.048	0.012	0.011
Si	-0.013	0.013	0.003
Si	0.048	0.031	0.008
Si	-0.01	-0.01	-0.014
Si	-0.01	-0.011	-0.012
Si	0.008	0.01	-0.008
Si	-0.054	-0.016	0.006
Si	0.037	-0.053	-0.001
Si	0.043	-0.007	-0.006
Si	-0.04	0.001	-0.004
Si	0.002	-0.023	-0.021
Si	0.012	0.012	0
Si	-0.021	-0.003	0.022
Si	0.022	-0.008	-0.009
Si	-0.002	-0.016	-0.006
Si	-0.031	0.05	0.01
Si	0.014	0.022	-0.02
Si	0.014	0.011	0.002
Si	-0.036	0.009	0.02
Si	-0.019	-0.01	-0.005
Si	-0.022	0.019	0.002
Si	-0.008	0.038	0.006
Si	-0.015	0.023	0.004
